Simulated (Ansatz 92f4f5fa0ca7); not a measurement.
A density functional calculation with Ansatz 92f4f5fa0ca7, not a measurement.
Periodic cell of 196 atoms, Si117O79, from a study of silicon, its oxide and their interface. The atomic structure is a simulated model.

Settings: functional r2SCAN; potential files Ansatz norm-conserving; basis plane waves; wave-function cutoff 1300 eV; density cutoff ratio 4; exchange-correlation grid ratio 1; k mesh 2 x 2 x 1, shifted by 0.5 0.5 0.5 of a step; self-consistency stop 5e-08 eV per atom in the density residual; occupations Fermi-Dirac, 0.05 eV; spin none; net charge 0.

Cell vectors (angstrom)
a  11.5403  0  0
b  0  11.5403  0
c  3.7174  4.4895  25.4524

Atoms and the computed forces on them: element, x, y, z (angstrom), force x, y, z (eV/angstrom)
Si  1.9227  4.5495  -3.5535  -0.0187  -0.034  -0.3792
Si  12.2868  1.2039  -1.1629  -0.2145  0.1526  0.1244
Si  11.0905  10.6583  -0.7154  0.2072  -0.4635  -0.4232
Si  3.1823  0.92  -0.9971  0.2514  -0.1128  -1.119
Si  4.9102  4.6264  -4.3555  0.2248  0.1464  -0.2098
Si  1.1669  10.031  0.8817  -0.0783  0.0449  -0.1082
Si  9.2134  2.25  1.0295  0.0206  -0.0744  -0.0487
Si  7.2238  6.8102  -0.5093  -0.0933  -0.1084  -0.2005
Si  7.1474  9.2422  -0.5995  -0.1911  0.3485  -0.8898
Si  0.1258  2.2738  0.7969  -0.0397  0.0685  -0.071
Si  0.202  6.2613  0.5958  -0.0757  -0.0156  0.0311
Si  3.2014  10.0803  -0.2508  -0.032  0.01  0.0044
Si  5.0097  2.1763  0.3834  0.2053  -0.1392  0.2021
Si  4.8474  4.2578  1.6762  -0.0062  0.1839  0.0662
Si  5.2537  9.9552  0.8076  0.1012  0.1435  0.0771
Si  7.3779  2.1633  -0.5069  0.1736  0.0736  -0.468
Si  9.1892  6.2241  0.7973  0.1362  -0.0183  0.0524
Si  9.0616  10.093  0.5737  0.0027  0.1549  0.1876
Si  0.8591  4.3022  1.8453  -0.1448  -0.0603  -0.0689
Si  0.9999  8.0065  2.0324  0.0072  0.078  0.0953
Si  1.0097  12.0221  2.1348  -0.2629  -0.0132  0.1663
Si  5.0354  6.4147  0.4613  0.238  -0.0802  0.1692
Si  5.0636  8.0503  2.1333  0.0813  -0.0064  0.1651
Si  5.0787  11.9957  1.996  0.2085  -0.1566  0.2658
Si  8.8184  4.282  2.1166  -0.0185  0.1661  0.0531
Si  9.0063  8.1787  2.0721  0.0459  -0.0548  0.1189
Si  8.8876  11.8414  2.1996  0.0386  0.0369  0.0944
Si  10.7073  4.2799  3.5  -0.1387  0.013  0.0622
Si  10.784  8.1056  3.5744  -0.052  0.0178  0.0485
Si  10.7524  11.9148  3.6243  -0.005  -0.1797  0.082
Si  2.9223  4.2826  3.1238  -0.0086  -0.0101  -0.0474
Si  3.0173  8.0565  3.304  -0.0734  -0.0458  -0.0212
Si  3.054  12.0486  3.3157  -0.1478  -0.0001  -0.1002
Si  6.7637  4.2729  3.2524  0.1213  0.0008  -0.1421
Si  7.0324  8.0623  3.4057  -0.0591  0.056  -0.009
Si  6.923  11.9421  3.4361  -0.03  0.1572  -0.0008
Si  10.6907  2.3828  4.8908  -0.0056  0.0306  0.0344
Si  10.741  6.1503  4.9025  0.0016  -0.0152  0.0746
Si  10.8009  9.992  4.9186  -0.0303  0.0404  -0.0841
Si  2.9464  2.4505  4.6774  0.0744  -0.0661  0.0458
Si  2.9964  6.1362  4.6392  0.0442  0.1064  0.0109
Si  3.0321  10.051  4.5887  -0.1429  -0.0188  -0.1497
Si  6.8538  2.3815  4.694  0.0219  -0.0312  -0.0046
Si  6.9443  6.1199  4.7535  0.0006  -0.0338  0.0605
Si  6.9685  9.9922  4.7325  -0.0989  -0.0288  -0.014
Si  1.0891  14.0409  6.2411  -0.2552  0.0911  0.0926
Si  1.1798  6.1847  6.1744  0.033  -0.0163  0.0446
Si  1.2434  10.0553  6.1134  -0.1004  -0.0349  0.156
Si  4.9048  13.9491  6.0052  0.0257  0.1123  0.0848
Si  4.936  6.2119  5.9863  -0.02  0.0052  0.0854
Si  4.9609  10.0756  5.9017  0.1155  -0.1765  0.1876
Si  8.7013  13.8391  6.1729  0.0281  0.2069  -0.0492
Si  8.8153  6.0367  6.2852  0.0618  -0.1717  -0.0554
Si  8.8353  9.9098  6.168  0.16  -0.1153  0.067
Si  1.038  4.4738  7.8068  0.3451  0.2886  -0.4769
Si  1.2073  8.1445  7.4814  0.1172  -0.0753  -0.0071
Si  1.1409  11.9949  7.4114  0.3287  -0.0278  -0.1179
Si  4.8115  4.3299  7.3915  0.158  -0.1213  0.128
Si  4.9762  8.2038  7.2815  -0.0484  -0.0903  -0.0732
Si  4.9932  11.9579  7.2868  -0.1246  0.1337  -0.0794
Si  8.6376  4.0858  7.7148  0.1661  -0.1043  -0.2998
Si  8.8672  8.007  7.5754  -0.1092  -0.0443  0.0657
Si  8.8275  11.8431  7.4465  -0.21  0.071  -0.0055
Si  11.1814  5.7123  9.7338  -0.5596  -0.9032  0.886
Si  10.8659  7.9852  8.9151  0.0188  0.2575  -0.4901
Si  10.7762  11.9413  8.7598  0.1059  0.7581  0.0733
Si  3.0438  4.4299  8.9992  0.4061  0.1317  -0.1047
Si  3.1755  8.2191  8.7714  -0.0305  -0.04  0.1295
Si  3.1105  12.1117  8.6477  -0.0086  -0.0337  0.0192
Si  6.6109  4.289  8.88  -0.1775  -0.1339  0.2054
Si  6.8667  9.8989  10.2107  -0.2822  -0.0816  0.016
Si  6.8729  11.6945  8.7072  0.1744  0.2306  0.6778
Si  10.3418  14.254  12.2755  -0.2029  0.1693  0.2789
Si  10.7807  5.5701  12.8368  0.092  -0.1228  0.2342
Si  10.8268  9.9801  10.3581  0.0636  -0.1455  0.4095
Si  3.5466  13.9385  10.0583  -0.2795  -0.3576  0.4123
Si  3.7974  6.4017  10.1724  -0.4959  0.2095  0.4648
Si  3.1236  10.2444  9.9959  0.0628  -0.0854  0.0406
Si  5.9305  14.0781  10.3344  0.3399  0.3098  0.5183
Si  6.1735  6.267  10.0073  0.7229  0.0144  0.057
Si  6.819  8.1002  8.7336  -0.047  -0.2293  0.0197
Si  1.5903  13.09  12.4735  0.0511  0.0098  0.2095
Si  10.19  3.5208  9.4163  -0.6278  0.6278  0.8623
Si  1.4094  10.1566  11.5787  0.0896  -0.1419  0.314
Si  5.7901  12.9628  13.0433  -0.0185  0.0992  0.335
Si  3.174  7.9931  12.7523  -0.097  -0.0505  0.091
Si  4.8926  10.2332  11.5242  0.0679  0.2583  0.3033
Si  8.6451  12.0991  13.7901  -0.0783  0.2516  0.2135
Si  7.916  6.8466  12.6421  -0.1268  0.0315  -0.0369
Si  8.7676  9.745  11.6006  0.157  0.0733  0.5388
Si  2.4517  9.6131  17.5079  -0.0791  0.0398  0.0054
Si  7.183  12.2646  24.5137  0.3129  0.2651  -0.9006
Si  8.073  5.0091  21.62  -0.2653  0.0472  -0.2792
Si  15.1924  6.6887  22.322  -0.0847  -0.1031  -0.2891
Si  1.6182  6.8153  17.7034  -0.085  -0.0969  -0.0027
Si  16.6508  11.1785  24.0266  -0.4238  -0.4243  -0.2025
Si  8.7309  5.1466  16.9533  0.0528  -0.11  0.0653
Si  7.1396  2.5448  17.5332  -0.023  0.1245  -0.0222
Si  13.1479  13.654  20.0589  0.0109  0.1206  -0.3442
Si  11.4855  5.4569  15.5917  0.0142  -0.0333  0.1882
Si  12.3372  8.1047  22.7657  0.1271  0.1334  -0.5021
Si  8.347  6.8651  19.349  0.0405  -0.0441  -0.328
Si  10.9988  10.5466  22.6987  -0.1096  0.092  -0.4126
Si  4.8941  14.7453  15.3406  -0.1387  0.0517  0.2626
Si  0.6984  12.1813  17.401  -0.0031  0.0729  -0.0137
Si  6.2442  6.0819  15.2133  -0.1693  -0.1476  0.3147
Si  11.1261  5.6319  22.1226  0.1125  -0.156  -0.4435
Si  15.2  13.3546  22.1537  -0.1522  0.1442  -0.252
Si  9.1146  11.6701  16.8756  0.0513  -0.0749  0.1017
Si  7.6215  9.6167  18.456  -0.0476  -0.0059  -0.308
Si  1.8263  14.3978  15.3987  0.1789  0.1564  0.4079
Si  4.8848  10.5935  19.2219  -0.0346  0.1173  -0.3461
Si  3.6878  7.5649  15.7595  0.1101  -0.0833  0.3636
Si  2.0162  16.5573  20.3155  0.0989  -0.1297  -0.4663
Si  5.6409  13.3418  20.0248  -0.0405  0.0884  -0.4627
Si  7.9189  13.4346  21.7056  0.0094  -0.2265  -0.2046
Si  10.7807  13.376  21.7287  0.1516  0.0371  -0.3204
O  7.4766  0.9969  -1.6989  -0.0874  0.2912  0.2718
O  10.9037  2.0609  9.1379  -0.1304  -0.3579  0.0518
O  9.5587  3.2458  10.9505  0.1677  -0.2829  -0.2381
O  6.9152  12.8385  9.9204  -0.2711  0.0005  -0.5761
O  11.6506  13.3959  11.8705  0.0994  -0.0175  -0.0069
O  9.3761  13.4344  13.2595  0.0968  -0.1161  -0.1875
O  11.4581  5.9309  11.3971  0.2845  0.0881  -0.604
O  9.2133  5.9298  12.8514  0.0976  0.0462  -0.0698
O  2.7352  13.6515  11.4808  0.0939  0.0611  -0.2691
O  3.283  6.7216  11.7339  0.2102  0.0742  -0.3662
O  1.7878  8.8237  12.4909  0.0279  0.1429  -0.2837
O  7.066  12.423  13.8799  0.0221  -0.0491  -0.2166
O  6.1868  14.1295  11.9722  -0.1393  -0.1825  -0.448
O  7.1132  6.319  11.3549  -0.2497  0.0822  -0.0631
O  7.4363  5.8201  16.2679  -0.0102  -0.0371  -0.1673
O  8.6035  10.1649  17.2768  -0.1151  0.1605  0.223
O  16.8694  9.6965  23.3417  -0.0336  0.3708  0
O  9.705  5.0558  21.5984  0.0402  0.1326  0.147
O  3.3568  14.7288  15.8993  -0.0167  -0.0959  -0.2835
O  16.3594  7.6574  21.7482  -0.0575  0.1145  0.1322
O  9.226  7.7562  20.3987  -0.316  0.1082  0.0775
O  5.9336  5.2724  -3.2914  0.2356  0.0785  0.0763
O  13.8636  7.5553  22.7757  -0.0064  -0.1633  -0.0542
O  16.2815  14.0844  21.1575  -0.0611  -0.3057  0.2383
O  8.0326  12.6199  23.1059  -0.0812  -0.0767  0.1472
O  2.3476  15.0737  19.7113  -0.1743  -0.03  0.3284
O  7.829  3.591  -1.252  -0.0784  -0.3254  -0.0249
O  3.3419  9.0853  16.2431  -0.1052  -0.2422  0.059
O  10.8887  3.9807  13.1137  -0.0466  0.0195  -0.2546
O  3.1557  7.3758  14.2454  0.0962  0.1541  -0.202
O  11.7224  14.0885  20.6541  -0.0403  -0.1417  0.2463
O  0.3364  6.4843  16.7769  0.1714  -0.0844  -0.0936
O  11.5128  6.2233  14.1419  -0.1952  -0.2277  -0.1708
O  1.8128  13.8338  13.8881  -0.0766  -0.1782  -0.3193
O  2.9522  6.5406  16.8011  -0.1101  0.3363  -0.1167
O  3.4732  10.0787  18.6614  0.0879  0.0102  0.016
O  1.4399  10.7832  17.0469  0.0665  -0.0287  0.1088
O  5.0714  11.684  12.3264  -0.0603  -0.3433  -0.1214
O  13.9967  12.8539  21.1868  0.1851  0.1409  0.1817
O  9.9664  4.972  15.9287  0.1067  0.1494  -0.0439
O  0.9873  15.7651  15.5787  -0.1135  0.0656  -0.148
O  8.2819  3.6788  17.4449  -0.1355  0.0333  -0.0638
O  10.615  11.9807  17.46  -0.0412  -0.0385  -0.1107
O  8.9145  10.905  12.75  -0.092  -0.259  -0.2419
O  5.162  10.0122  20.6988  0.1164  -0.1218  0.1895
O  6.3143  14.3149  18.9209  0.02  -0.2879  0.1916
O  4.7641  12.2126  19.2647  0.2142  -0.0428  0.2966
O  1.6125  17.4753  19.0469  0.0443  -0.0267  0.1673
O  7.5413  5.7555  20.2543  0.2909  0.0012  0.3011
O  7.968  12.6869  17.4493  0.0841  -0.0338  -0.0792
O  6.8979  6.698  13.8807  0.1354  0.0332  -0.1825
O  6.118  10.1906  18.2365  0.021  0.0022  0.3629
O  4.4563  9.0155  12.5751  0.0669  0.1148  -0.2229
O  9.1963  6.0456  18.2302  -0.2479  0.0526  0.1471
O  11.4071  7.2022  21.7827  0.1494  -0.0894  0.3065
O  1.6224  11.4581  12.5866  -0.0947  0.0248  -0.3148
O  4.8251  13.7065  14.1044  0.1901  -0.1203  -0.2624
O  3.2914  17.1973  21.0952  -0.0871  0.2994  0.3601
O  8.2894  10.1285  19.8601  -0.0909  -0.3104  0.1884
O  1.0896  13.2788  16.2939  0.015  -0.0293  -0.0725
O  5.9983  2.6452  16.39  0.038  0.0624  -0.0862
O  1.5655  8.3866  18.1042  0.2132  -0.0634  -0.2083
O  1.3392  12.7049  18.7899  -0.0197  0.0726  0.1989
O  7.5297  3.4775  21.7559  0.1314  -0.0218  0.0977
O  8.4685  8.3637  12.4561  0.0006  0.1681  -0.3315
O  5.3778  4.7157  14.9282  0.1323  0.0597  0.05
O  14.6414  14.4072  23.2479  0.1725  0.0972  0.3315
O  10.7748  14.0987  23.1961  0.0011  -0.2302  0.4119
O  0.8183  16.4298  21.3942  -0.1538  0.1794  0.2473
O  3.5166  4.2647  -3.6094  -0.101  0.0416  -0.0511
O  6.8512  12.616  20.8143  0.0133  0.1894  0.2387
O  3.754  1.2779  -2.5325  0.0121  -0.2085  0.4413
O  9.2064  11.7359  15.2599  -0.1413  0.0816  -0.142
O  15.808  12.079  22.9388  0.2526  0.0429  0.1529
O  11.2772  11.8494  21.7961  -0.2121  0.0997  0.2472
O  12.3277  9.656  22.3295  -0.2731  -0.3818  0.2979
O  5.2662  7.2193  15.8344  -0.1102  -0.0638  -0.2291
O  7.4647  7.9788  18.5208  0.2187  0.1322  0.3224
O  9.3492  13.3806  20.996  -0.1009  0.0554  0.3043

Results
free energy: -50451.921 eV
free energy less fixed offsets of O -463.61, Si -117.95 eV per atom: -26.581 eV
pressure: -1.78 GPa
stress xx, yy, zz, yz, xz, xy (GPa, positive in tension): 2.15, 1.84, 1.36, 0.1, 0.1, 0.55

The program warned: the forces do not sum to zero within the program's tolerance.
